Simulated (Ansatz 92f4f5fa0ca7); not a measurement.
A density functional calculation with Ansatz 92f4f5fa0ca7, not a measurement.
Periodic cell of 226 atoms, Si132O92P2, from a study of silicon, its oxide and their interface. The atomic structure is a simulated model.
Doubt: the cutoff is far below the 930 eV that the study's wrapper takes by default for these files, so forces and energies are approximate.
This geometry differs little from another in the collection (a relaxation step or a small displacement).

Settings
functional: PBE
potential files: Ansatz PAW
basis: plane waves
wave-function cutoff: 580 eV
density cutoff ratio: 5
exchange-correlation grid ratio: 1
k mesh: 1 x 1 x 1, Gamma-centred
self-consistency stop: 5e-08 eV per atom in the density residual
occupations: fixed
spin: none
net charge: 0

Cell vectors (angstrom)
a	10.938	0	0
b	0	10.938	0
c	0	0	31.9494

Atoms: element, x, y, z (angstrom)
Si	10.6028	-0.0533	24.5176
Si	5.1317	0.0147	24.6954
Si	2.8749	2.1952	24.5139
Si	8.5452	2.3595	24.5976
Si	10.642	5.4151	24.217
Si	5.1646	5.5699	24.4315
Si	2.9596	7.8836	24.3952
P	8.6654	7.575	24.264
Si	1.3169	1.0816	25.8514
Si	6.8066	1.2876	25.7938
Si	3.9618	3.9937	25.7198
Si	9.6951	3.9482	25.8529
Si	1.1775	6.8136	25.5708
Si	6.8674	6.7144	25.6419
Si	4.0038	9.3796	25.957
P	9.3824	9.6048	25.933
Si	2.6698	-0.1732	27.2925
Si	8.2119	0.0425	27.2674
Si	0.119	2.6385	27.2226
Si	5.431	2.7205	27.1222
Si	2.6078	5.4536	27.048
Si	8.2046	5.3596	27.0861
Si	-0.0912	8.232	27.0827
Si	5.5819	8.1027	27.1311
Si	4.0875	1.3194	28.5095
Si	9.5748	1.407	28.5948
Si	1.403	4.0899	28.5523
Si	6.8027	4.08	28.5051
Si	4.0871	6.7891	28.4387
Si	9.5336	6.7901	28.4554
Si	1.2709	9.4803	28.6025
Si	6.8518	9.5332	28.5496
Si	-0.0215	-0.0022	29.929
Si	5.4746	-0.0162	29.8911
Si	2.7625	2.7171	29.9007
Si	8.1778	2.7659	29.9127
Si	-0.0064	5.4655	29.874
Si	5.4489	5.4635	29.871
Si	2.7459	8.1603	29.8846
Si	8.2235	8.1744	29.892
Si	1.3673	1.3673	31.2657
Si	6.8362	1.3673	31.2657
Si	4.1018	4.1018	31.2657
Si	9.5708	4.1018	31.2657
Si	1.3673	6.8362	31.2657
Si	6.8362	6.8362	31.2657
Si	4.1018	9.5708	31.2657
Si	9.5708	9.5708	31.2657
Si	2.7345	0	0.6835
Si	8.2035	0	0.6835
Si	0	2.7345	0.6835
Si	5.469	2.7345	0.6835
Si	2.7345	5.469	0.6835
Si	8.2035	5.469	0.6835
Si	0	8.2035	0.6835
Si	5.469	8.2035	0.6835
Si	4.0979	1.3763	2.0644
Si	9.5948	1.3486	2.045
Si	1.3524	4.1351	2.0562
Si	6.8292	4.13	2.0451
Si	4.0908	6.8447	2.0453
Si	9.5685	6.842	2.0642
Si	1.362	9.5982	2.0571
Si	6.8258	9.6125	2.0493
Si	0.0312	0.0313	3.4744
Si	5.4824	0.0367	3.4545
Si	2.7166	2.7674	3.4039
Si	8.2522	2.7738	3.3444
Si	0.0242	5.5153	3.4718
Si	5.4741	5.5194	3.4268
Si	2.7363	8.2354	3.4004
Si	8.2412	8.2868	3.3889
Si	1.3802	1.4489	4.8466
Si	6.9116	1.4673	4.7323
Si	4.0627	4.1468	4.7592
Si	9.6009	4.0733	4.778
Si	1.3675	6.965	4.8443
Si	6.8416	6.9822	4.7288
Si	4.0964	9.5667	4.7913
Si	9.6223	9.5746	4.8437
Si	2.7579	0.0251	6.1401
Si	8.2939	0.1102	6.0969
Si	0.0164	2.7892	6.3046
Si	5.5137	2.8276	6.0735
Si	2.7527	5.5802	6.1408
Si	8.2523	5.5857	5.9544
Si	0.0474	8.2961	6.373
Si	5.5001	8.291	6.2228
Si	4.4239	1.1698	7.329
Si	9.8122	1.1392	7.6206
Si	1.1774	4.4897	7.5087
Si	6.6437	4.5309	7.2512
Si	4.3248	6.692	7.539
Si	9.7274	6.5991	7.4972
Si	1.2819	9.9294	7.706
Si	6.7213	9.9522	7.417
O	9.5599	1.1487	24.0248
O	4.0661	6.7256	23.9241
O	4.082	1.141	24.0473
O	9.2966	6.206	23.5073
O	-0.0271	5.5338	8.0167
O	5.5712	0.1142	7.914
O	0.0746	0.0808	8.1482
O	5.534	5.5991	7.8834
O	7.6041	3.9526	8.4425
O	8.7163	7.0276	8.7528
O	2.1819	9.4426	9.0449
O	8.8924	1.6641	8.9212
O	7.6137	9.4551	8.7185
O	3.6053	1.8081	8.5993
O	3.5838	7.2082	8.9446
O	2.0579	3.9912	8.8248
O	8.1291	3.3837	23.3693
O	0.5394	4.7602	22.9394
O	1.9763	2.564	23.1841
O	5.8041	4.796	23.1106
O	5.6737	9.8733	23.5723
O	2.4603	8.6638	23.0186
O	0.1401	9.9228	23.2276
O	7.8839	8.3721	23.0306
Si	8.6587	7.6046	18.4669
Si	8.7869	6.3107	13.6559
Si	3.7974	1.4755	14.7482
Si	2.1369	5.6598	17.6548
Si	2.4294	3.0268	19.4635
Si	9.8104	8.9797	12.0917
Si	1.2691	9.3493	22.1415
Si	9.1788	0.9085	13.2132
Si	1.4228	5.0016	13.0463
Si	1.7926	8.2031	12.8251
Si	6.7337	9.4054	22.4541
Si	4.5247	4.5362	15.7243
Si	8.2063	2.9995	9.5901
Si	0.8338	8.1387	19.3201
Si	6.9697	1.2198	21.11
Si	8.2201	8.2859	9.6788
Si	10.891	5.1602	15.6295
Si	7.5846	9.4255	16.3426
Si	9.9267	1.9567	20.2824
Si	3.2134	8.4885	9.924
Si	6.7006	3.2553	17.4019
Si	1.1407	0.109	19.8155
Si	3.2367	2.7616	12.3119
Si	7.2095	5.2876	19.6913
Si	5.7474	8.626	11.5635
Si	5.7862	6.0271	13.2251
Si	4.6404	9.6083	17.649
Si	1.0775	3.4299	22.1459
Si	4.9242	1.3818	18.8021
Si	3.1883	3.0612	9.5305
Si	6.463	10.7648	13.8179
Si	10.3595	0.0517	15.9849
Si	5.6571	3.621	11.1676
Si	9.8404	3.8482	11.9293
Si	2.3518	9.8527	15.5647
Si	6.0765	8.0173	19.8342
Si	6.9195	3.8543	22.3858
Si	9.7592	2.717	17.3652
O	7.1964	6.3313	14.0006
O	1.8729	6.942	18.7427
O	10.2867	3.9927	16.5466
O	6.1744	9.8556	17.0821
O	10.1583	0.6259	14.4768
O	8.4386	6.0202	18.8722
O	5.1811	0.6312	14.4553
O	5.7468	1.9445	17.519
O	8.3495	1.8511	20.5706
O	1.9897	4.1839	18.3813
O	6.9565	2.7712	10.6389
O	4.8722	2.6598	12.2264
O	6.0284	4.3066	16.3504
O	4.5531	3.8992	9.9597
O	10.7297	2.6183	21.5427
O	9.7302	6.1235	14.9905
O	5.9999	6.382	19.8443
O	4.0919	0.0777	18.2924
O	9.2534	10.5026	12.2816
O	2.8539	4.3005	12.7354
O	1.7972	10.6533	21.2793
O	4.0096	2.6223	19.3573
O	0.7399	9.9766	15.9891
O	1.3017	9.6839	18.8865
O	1.7212	1.546	19.2732
O	8.9526	10.3246	16.5234
O	4.8722	8.5028	18.8383
O	9.5702	8.7062	10.4986
O	6.7441	3.9863	18.852
O	2.8517	1.6539	13.4148
O	5.8607	8.6289	21.3238
O	2.5394	2.4124	10.8858
O	7.5927	4.7216	21.1716
O	5.2131	7.4329	12.5751
O	0.4263	9.0145	12.5194
O	7.5906	1.0052	13.6053
O	7.1226	9.579	14.772
O	8.9801	4.9745	12.7335
O	8.1134	7.9635	16.9353
O	6.2225	2.43	21.935
O	2.4601	9.0079	14.1228
O	0.4248	4.4359	11.8851
O	0.7676	8.2358	20.9945
O	9.381	3.7976	10.3747
O	9.6601	2.3317	12.5515
O	7.6173	8.4636	19.4197
O	2.5425	8.1304	11.3719
O	3.9687	2.9967	15.3899
O	0.8333	4.4433	14.4601
O	10.0394	2.9249	18.9628
O	9.1393	7.7515	12.9562
O	10.4775	0.4337	20.0081
O	6.0332	4.998	11.9595
O	8.1639	2.6723	16.9968
O	3.5409	5.4128	16.7561
O	4.6619	9.102	10.4149
O	1.5365	6.6228	13.1878
O	4.7605	5.4403	14.3683
O	2.0766	3.7389	20.8917
O	10.5651	1.3592	16.9434
O	0.956	6.0161	16.5807
O	7.3932	10.7982	21.9126
O	5.9465	0.8041	19.9274
O	6.0797	9.9772	12.4316
O	2.8569	0.4746	15.6167
O	7.0462	7.9749	10.7827
O	10.243	7.9182	18.7297
O	3.4518	9.1146	16.5945

Results
free energy: -137746.357 eV
free energy less fixed offsets of O -568.88, P -755.39, Si -635.61 eV per atom: 1.903 eV

Forces (eV/angstrom), in the order of the atoms: element, x, y, z
Si	0.0793	0.0618	-0.0257
Si	-0.0313	0.0148	-0.0139
Si	-0.0143	-0.0223	-0.0194
Si	0.0142	0.0076	-0.0375
Si	-0.0804	0.005	-0.0437
Si	-0.0016	-0.0113	-0.0999
Si	-0.0238	0.0097	-0.0094
P	-0.0588	-0.1799	-0.1751
Si	0.0048	0.007	-0.0037
Si	-0.0158	0.01	0.0237
Si	-0.0003	0.001	-0.0097
Si	0.0164	-0.0098	-0.0066
Si	-0.0109	0.0045	0.002
Si	0.0693	0.0077	0.056
Si	-0.0128	0.0106	0.0106
P	-0.0239	-0.0779	-0.0975
Si	0.0052	0.0008	-0.0083
Si	-0.073	0.1134	0.1251
Si	-0.0158	-0.0155	-0.0145
Si	0.022	-0.018	-0.0022
Si	-0.0109	0.0206	0.0118
Si	-0.0238	0.0027	0.0037
Si	0.0728	-0.0188	0.0699
Si	-0.002	0.0077	-0.0079
Si	-0.0085	-0.0086	0.0052
Si	-0.028	0.0091	0.0018
Si	0.0062	-0.0066	0.0007
Si	0.0114	0.0031	0
Si	-0.0118	0.0068	0.0101
Si	-0.0023	0.0078	-0.0011
Si	-0.0153	-0.0286	-0.0147
Si	0.0069	0.0155	-0.0124
Si	-0.0104	-0.0037	0.0057
Si	0	0.0074	0.0106
Si	0.0058	-0.0009	0.0074
Si	0.0133	-0.0102	0.0062
Si	0.0033	0.0084	0.0139
Si	-0.0049	0.0004	0.0079
Si	0.0045	0.0034	-0.0005
Si	0.0087	-0.0109	0.0003
Si	0.1418	0.0457	-0.0172
Si	0.0248	-0.0082	-0.0443
Si	0.1166	-0.09	0.0071
Si	-0.084	0.1727	0.0141
Si	0.029	-0.1913	-0.073
Si	-0.0416	-0.0676	-0.1801
Si	-0.0707	-0.0869	-0.1387
Si	-0.1645	-0.1882	0.137
Si	0.0241	0.0793	0.0349
Si	-0.029	0.0477	-0.0973
Si	0.0585	0.0755	0.0272
Si	-0.0281	0.0622	0.1042
Si	-0.0844	-0.0291	-0.0534
Si	0.0515	0.1118	0.0044
Si	0.0176	0.0792	0.1252
Si	0.0351	0.0973	0.0824
Si	-0.0014	0.0041	-0.0008
Si	-0.0053	0.0011	-0.0009
Si	0.0059	-0.0032	-0.0021
Si	0.0042	-0.0042	-0.0019
Si	-0.0006	0.001	-0.0008
Si	-0.0048	0.0044	0.0017
Si	0.0021	-0.0039	-0.0021
Si	0.0093	-0.0063	-0.0045
Si	-0.0003	0.0028	0.0041
Si	-0.0036	0.0022	0.0036
Si	-0.002	-0.0028	0.0009
Si	0.0045	-0.0007	-0.0042
Si	-0.0011	0.0018	0.0048
Si	-0.003	0.0039	0.0019
Si	0.0006	-0.0019	-0.0007
Si	0.0045	0.0015	-0.0014
Si	-0.0009	-0.0008	0.0001
Si	-0.0023	-0.0024	0.0036
Si	0.0019	0.001	0.0022
Si	0.0012	0.0005	0.0012
Si	-0.0015	-0.0016	0
Si	-0.0013	-0.0024	0.0025
Si	0.0015	0.001	0.0019
Si	0.0004	-0.002	-0.0012
Si	0.0007	0.0009	0.0005
Si	0.0012	-0.0007	0.0016
Si	0.0002	-0.0015	0.0002
Si	0.0003	-0.0008	0.0011
Si	-0.0002	-0.0003	0.001
Si	-0.0003	-0.0009	0.0004
Si	-0.0002	0.0001	-0.0002
Si	0.0002	-0.0003	0.0019
Si	-0.0018	0.0011	0.0047
Si	-0.0002	0.0008	0.0048
Si	0.0013	-0.0016	0.0037
Si	0.0037	-0.0017	0.0055
Si	-0.002	0.0016	0.0044
Si	-0.0019	0.0001	0.0053
Si	0.0022	-0.0006	0.0041
Si	0.0018	-0.0019	0.0021
O	-0.0084	-0.0076	0.0008
O	0.0199	0.0084	0.0318
O	0.0059	-0.0091	0.007
O	0.053	0.0865	0.1152
O	0.0006	-0.0013	0.0001
O	-0.0003	-0.0006	0.0003
O	-0.001	-0.0001	0.0004
O	-0.0013	-0.0003	-0.0004
O	-0.003	0.0014	-0.0063
O	0.0024	-0.0023	-0.0041
O	-0.0041	0.0022	-0.0057
O	0.0026	-0.0047	-0.0035
O	-0.0034	0.0031	-0.0052
O	0.0022	-0.0048	-0.0046
O	0.0032	-0.0045	-0.0058
O	-0.0034	0.0023	-0.005
O	0.0176	-0.0249	0.0366
O	0.0043	-0.0059	-0.0213
O	0.0227	-0.0209	0.0248
O	-0.0266	0.0197	0.0468
O	-0.1131	0.0389	0.19
O	0.0037	0.0002	0.0032
O	-0.027	0.012	0.0274
O	0.188	-0.1325	0.0701
Si	-0.0068	-0.0043	-0.0005
Si	0.0004	-0.0011	0.0016
Si	-0.0006	-0.0009	0.0022
Si	0.0023	-0.0035	-0.0007
Si	0.0048	-0.0007	-0.0002
Si	-0.0004	-0.001	0.0036
Si	0.0049	0.001	-0.0103
Si	-0.0002	-0.0012	0.0011
Si	0.0001	-0.0008	0.001
Si	-0.0006	-0.0012	0.0032
Si	0.0366	0.0379	-0.1016
Si	0.0016	-0.0013	0.0016
Si	-0.0006	0.0005	0.005
Si	-0.0025	-0.0052	-0.0122
Si	0.0073	-0.0083	0.0031
Si	0.0013	-0.0016	0.0056
Si	0	-0.0007	0.0011
Si	-0.0012	-0.0033	0.0015
Si	-0.0053	0.0009	-0.0091
Si	0.0014	0.0005	0.0058
Si	0.0012	0.0026	0.0022
Si	-0.0049	0.0057	-0.0115
Si	0.0012	-0.0013	0.0026
Si	-0.0002	0.001	0.0027
Si	0.0006	-0.0004	0.0038
Si	0	-0.0018	0.0024
Si	0.0025	-0.0008	0.0006
Si	-0.0047	0.0322	-0.0042
Si	-0.0019	0.0014	-0.007
Si	0.0031	0.0001	0.0052
Si	0.0005	-0.0012	0.0022
Si	-0.001	-0.0018	0.0008
Si	0.0005	-0.0004	0.0018
Si	0.0005	-0.0009	0.003
Si	0.001	-0.0002	0.0002
Si	0.0105	-0.0054	-0.0072
Si	0.0133	0.0166	-0.0184
Si	-0.0021	-0.0009	-0.0002
O	-0.0006	-0.001	0
O	-0.0028	0.0045	0.0047
O	0.0003	-0.0016	0
O	0.0008	0.0007	-0.0011
O	-0.0008	-0.0004	-0.0016
O	0.0054	0.0009	-0.0043
O	0.0006	-0.0011	0.0002
O	-0.0034	-0.0053	-0.0002
O	-0.0014	0.0015	-0.0003
O	-0.004	0.0019	-0.0026
O	0.0014	-0.0014	-0.001
O	0.0004	-0.0008	-0.0015
O	-0.002	0.0003	-0.0011
O	-0.002	-0.0009	-0.0023
O	-0.0035	-0.0047	0.0016
O	-0.0004	-0.0005	-0.001
O	-0.0025	-0.009	-0.0002
O	-0.0005	-0.0015	-0.0003
O	0.0004	-0.0023	0
O	0.0009	-0.0018	-0.0001
O	0.0008	-0.0037	0.0093
O	0.0005	-0.0005	0.0031
O	0	-0.001	0.0003
O	-0.0003	-0.0025	0.0043
O	-0.0025	-0.0042	0.0035
O	0.001	-0.0005	0.0003
O	-0.0105	0.0034	-0.0128
O	-0.0024	-0.0016	-0.0039
O	-0.0011	-0.0044	-0.0028
O	-0.0009	-0.0004	-0.0024
O	-0.0572	-0.0101	-0.0598
O	-0.0003	-0.0007	-0.0043
O	-0.0025	-0.0069	0.0016
O	0.0001	0.0004	-0.0018
O	0.0001	-0.0013	-0.0003
O	0.0008	-0.0002	0
O	0.0002	-0.0002	-0.0028
O	0.0002	-0.0027	-0.0008
O	-0.0001	0.0005	-0.0013
O	-0.0075	-0.0072	-0.0006
O	-0.0003	-0.0024	-0.0014
O	-0.0007	-0.002	-0.0007
O	0.0016	0.0054	0.0135
O	-0.0005	-0.0018	-0.0023
O	0.0002	0.0003	-0.0011
O	0.007	-0.002	-0.0036
O	0.0019	0.0003	-0.0052
O	-0.0005	-0.0016	0
O	0.0016	-0.0011	-0.0018
O	0.0007	-0.001	0.0005
O	0.0003	0.0003	-0.001
O	0.0034	-0.0042	0.0007
O	0.0001	-0.002	-0.001
O	0.0028	-0.0023	-0.0005
O	0.001	-0.001	-0.0004
O	-0.0023	-0.001	-0.002
O	0.0006	-0.0004	0
O	0.0006	0.0004	-0.0015
O	-0.0041	-0.0016	0.0052
O	0.0005	-0.0022	0.0007
O	-0.0026	0.0006	-0.0018
O	0.0091	0.0616	-0.0386
O	0.0011	-0.0046	0.0044
O	-0.0009	-0.0025	-0.0027
O	0.0004	0.0004	-0.0001
O	0.0016	-0.0002	-0.003
O	0.0055	0.001	0.0022
O	-0.0019	-0.0023	0.0002

The program warned: the cutoff lies below the one the program advises for these potential files; the exchange-correlation potential is rough where the density is thin.
